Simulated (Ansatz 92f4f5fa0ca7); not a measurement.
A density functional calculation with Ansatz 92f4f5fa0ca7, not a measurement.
Periodic cell of 213 atoms, Si132O80H1, from a study of silicon, its oxide and their interface. The atomic structure is a simulated model.
Doubt: the cutoff is far below the 930 eV that the study's wrapper takes by default for these files, so forces and energies are approximate.
This geometry differs little from another in the collection (a relaxation step or a small displacement).

Settings
functional: PBE
potential files: Ansatz PAW
basis: plane waves
wave-function cutoff: 580 eV
density cutoff ratio: 5
exchange-correlation grid ratio: 1
k mesh: 1 x 1 x 1, Gamma-centred
self-consistency stop: 5e-08 eV per atom in the density residual
occupations: fixed
spin: none
net charge: +1 e, with a uniform compensating background and no finite-size correction

Cell vectors (angstrom)
a 10.938 0 0
b 0 10.938 0
c 0 0 31.5554

Atoms: element, x, y, z (angstrom)
Si -0.5715 0.5965 24.044
Si 6.154 -0.542 23.9446
Si 2.332 3.2104 24.3607
Si 8.6473 2.3814 24.2394
Si 0.5251 4.8501 24.15
Si 5.1454 5.7362 24.2389
Si 3.3238 7.4974 24.0982
Si 7.7503 8.6164 24.184
Si 1.3036 1.35 25.3555
Si 6.88 1.2764 25.3465
Si 4.0755 4.148 25.5999
Si 9.6887 4.0458 25.5034
Si 1.4337 6.7422 25.3416
Si 6.8205 6.8633 25.4669
Si 4.2081 9.4896 25.1398
Si 9.5623 9.6432 25.3106
Si 2.7731 -0.0632 26.6254
Si 8.2229 -0.0201 26.7976
Si 0.0555 2.6811 26.8608
Si 5.5023 2.6772 26.7428
Si 2.702 5.4994 26.8807
Si 8.2385 5.4619 26.7496
Si 0.0215 8.2054 26.6614
Si 5.4463 8.2357 26.783
Si 4.1018 1.3673 28.1371
Si 9.5708 1.3673 28.1371
Si 1.3673 4.1018 28.1371
Si 6.8362 4.1018 28.1371
Si 4.1018 6.8362 28.1371
Si 9.5708 6.8362 28.1371
Si 1.3673 9.5708 28.1371
Si 6.8362 9.5708 28.1371
Si 0 0 29.5044
Si 5.469 0 29.5044
Si 2.7345 2.7345 29.5044
Si 8.2035 2.7345 29.5044
Si 0 5.469 29.5044
Si 5.469 5.469 29.5044
Si 2.7345 8.2035 29.5044
Si 8.2035 8.2035 29.5044
Si 1.3673 1.3673 30.8716
Si 6.8362 1.3673 30.8716
Si 4.1018 4.1018 30.8716
Si 9.5708 4.1018 30.8716
Si 1.3673 6.8362 30.8716
Si 6.8362 6.8362 30.8716
Si 4.1018 9.5708 30.8716
Si 9.5708 9.5708 30.8716
Si 2.7345 0 0.6835
Si 8.2035 0 0.6835
Si 0 2.7345 0.6835
Si 5.469 2.7345 0.6835
Si 2.7345 5.469 0.6835
Si 8.2035 5.469 0.6835
Si 0 8.2035 0.6835
Si 5.469 8.2035 0.6835
Si 4.1018 1.3673 2.0507
Si 9.5708 1.3673 2.0507
Si 1.3673 4.1018 2.0507
Si 6.8362 4.1018 2.0507
Si 4.1018 6.8362 2.0507
Si 9.5708 6.8362 2.0507
Si 1.3673 9.5708 2.0507
Si 6.8362 9.5708 2.0507
Si 0 0 3.418
Si 5.469 0 3.418
Si 2.7345 2.7345 3.418
Si 8.2035 2.7345 3.418
Si 0 5.469 3.418
Si 5.469 5.469 3.418
Si 2.7345 8.2035 3.418
Si 8.2035 8.2035 3.418
Si 1.4095 1.3763 4.7133
Si 6.8135 1.3824 4.8481
Si 4.084 4.0935 4.695
Si 9.5224 4.2039 4.8811
Si 1.321 6.8553 4.8027
Si 6.851 6.8205 4.8195
Si 4.116 9.5416 4.8517
Si 9.4676 9.648 4.7088
Si 2.6825 -0.0172 6.1677
Si 8.1967 0.0427 6.2513
Si 0.1306 2.8564 6.0476
Si 5.3475 2.739 6.139
Si 2.8203 5.5134 6.0681
Si 8.1232 5.5317 6.4206
Si -0.2094 8.215 6.0179
Si 5.5018 8.1624 6.2432
Si 3.4628 1.8547 7.3488
Si 10.2734 0.9427 7.0688
Si 2.0093 3.7288 7.3303
Si 6.2424 4.4346 7.4787
Si 4.616 6.2655 7.4054
Si 8.9167 7.5968 7.49
Si 0.7681 9.9862 7.1563
Si 7.1014 9.2787 7.5759
O 0.743 9.5699 8.7867
O 2.371 4.1179 9.1735
O 10.5723 1.492 8.6404
O 6.353 9.694 9.0453
O 3.3207 1.6177 9.0376
O 3.9651 6.4804 8.9471
O 6.296 3.6664 8.9855
O 9.6321 7.7319 9.0241
O 3.1732 2.825 22.9591
O 6.2112 10.7416 22.2781
O 8.0943 3.2652 22.9424
O 0.0019 5.0094 22.5472
O 8.1434 8.1338 22.6294
O 2.6743 7.68 22.5573
O 5.8941 4.8488 23.0161
O 10.7682 11.1662 22.4522
Si 7.0417 0.1727 20.9053
Si 6.9733 2.402 14.7068
Si 6.7741 2.4053 9.9195
Si 3.1761 3.6577 21.5671
Si -3.1605 7.1912 21.3546
Si -0.6123 9.1142 9.5979
Si 10.0583 11.3889 20.9965
Si 3.9806 3.0165 14.7116
Si 4.8253 -6.2798 18.1275
Si 7.3051 4.3021 12.3559
Si -2.0183 7.8447 16.688
Si 5.7565 10.4581 10.3685
Si 3.432 -1.7177 12.0955
Si 7.2745 10.5208 13.175
Si 16.1031 -3.8252 19.7114
Si 14.0202 0.2179 14.3216
Si 7.1712 4.3236 22.1332
Si 0.5616 4.8315 21.0174
Si 2.8489 2.7296 10.1363
Si 11.2883 1.0383 14.8851
Si 9.4674 1.0398 9.7382
Si 15.2208 15.4689 12.0682
Si 5.0634 8.9752 14.5451
Si 11.5458 8.0269 12.1829
Si 10.1734 5.2761 12.7466
Si 9.8233 9.4606 14.2442
Si 5.6491 2.6877 19.9381
Si 8.8341 9.1238 19.493
Si 2.7483 6.6865 21.2689
Si 9.3494 2.7565 16.5767
Si 11.1836 2.3087 11.9489
Si -0.1568 2.8103 19.1053
Si 2.7633 5.7327 9.7566
Si -0.4484 -5.518 15.9694
Si 5.9043 -3.8935 16.8643
Si 2.0484 3.91 17.118
O 19.0348 1.7456 9.2456
O 16.7857 5.0464 12.1193
O 9.3483 4.3747 16.4698
O 4.1245 -0.7495 15.1248
O 12.6071 3.6227 20.9673
O 1.2881 6.2662 20.6337
O 10.8315 3.8691 12.2499
O -0.4758 4.2541 19.8774
O -1.4339 -8.556 18.1537
O 4.2883 9.7896 10.7987
O 3.4734 5.2752 21.7587
O 10.8885 1.5925 20.1827
O -4.2178 3.5583 20.7771
O -2.8916 5.6296 21.6938
O 13.6563 10.4611 12.89
O 3.2709 5.5898 11.3238
O 8.4864 11.8099 21.27
O 10.3348 5.5064 14.3433
O 1.4186 6.6156 9.4983
O 4.0799 3.178 11.1341
O 11.4078 12.4638 13.3407
O 8.8394 -0.8639 13.0992
O 11.108 8.6352 13.6406
O 7.0146 1.1086 13.7114
O 5.498 2.8045 15.2834
O 7.285 3.0436 11.3303
O 4.1649 2.867 20.5743
O 14.7767 4.2419 13.6203
O 5.7266 12.0892 10.092
O -4.7239 7.4534 20.9076
O 10.6969 8.8949 11.135
O 5.1685 -3.1577 15.623
O 5.2297 5.5034 19.4597
O 12.7642 0.504 15.315
O -2.3338 5.3085 12.207
O 3.6439 7.482 20.1557
O 11.0568 6.463 12.0412
O 8.7811 -3.3201 20.1327
O 8.9582 8.5257 15.2246
O -0.751 6.823 16.732
O 6.0963 1.1327 19.9848
O 7.4193 -1.0837 19.9149
O 2.9029 3.1707 15.9213
O 5.4061 -5.459 16.839
O 7.9799 2.1349 15.9623
O 10.3073 -0.2161 15.1332
O 6.7139 10.2905 11.675
O 12.0043 4.9896 16.39
O 1.1642 2.9517 18.1182
O 10.6833 2.26 15.7555
O 6.5475 9.5397 14.2469
O 3.1935 -6.3161 18.0379
O 7.5182 7.0284 16.7551
O 5.5201 3.1922 18.3708
O 5.4917 7.8072 18.265
O -1.9202 -1.9818 17.8809
O 1.5965 2.2258 11.0398
O 10.0676 10.0119 20.0988
O 2.1942 -2.7502 11.8148
O 4.4301 8.4346 13.1341
O 9.2484 -0.5818 9.6134
O 7.4842 14.6409 13.8606
O 3.6893 1.6544 13.8825
O 9.953 1.5607 11.1952
H 0.5682 6.2472 9.8768

Results
free energy: -129428.367 eV
free energy less fixed offsets of H -15.97, O -568.88, Si -635.61 eV per atom: -1.477 eV

Forces (eV/angstrom), in the order of the atoms: element, x, y, z
Si 0.2172 -0.1783 -0.1759
Si -0.1357 0.1993 -0.259
Si 0.2309 -0.1932 -0.0429
Si -0.2075 0.2965 -0.0232
Si -0.2124 0.1607 -0.229
Si 0.1918 -0.179 -0.0771
Si -0.1594 0.1487 -0.0938
Si 0.2387 -0.1982 -0.1657
Si -0.0033 0.017 -0.0166
Si 0.0084 0.0138 0.0165
Si -0.04 -0.0279 0.0367
Si 0.0064 0.0176 0.0146
Si 0.0225 -0.0049 0.0101
Si 0.0159 -0.0424 -0.0536
Si -0.0273 0.0107 0.0388
Si -0.0092 -0.0338 0.0465
Si -0.0034 0.0026 -0.0031
Si -0.0097 -0.006 0.0194
Si 0.0132 -0.0033 -0.0004
Si 0.0134 0.0222 0.0047
Si 0.0048 -0.0221 0.0546
Si -0.0366 -0.0276 0.0045
Si 0.0042 0.0146 0.0075
Si 0.0121 -0.0057 -0.0078
Si -0.0921 -0.3733 -0.5927
Si -0.0807 -0.1554 0.4734
Si 0.0613 -0.1382 0.8221
Si 0.1729 -0.2037 -0.3419
Si -0.0593 0.4679 0.4839
Si 0.2345 0.2254 -0.4529
Si 0.2136 -0.1538 -0.7698
Si -0.0407 0.0321 0.2188
Si -0.0838 0.074 -0.022
Si 0.0025 -0.0429 0.037
Si -0.0854 0.0913 0.0114
Si 0.0412 -0.0011 0.0343
Si 0.0008 -0.0669 0.0336
Si -0.0278 0.0528 -0.0442
Si 0.0939 0.0042 0.0494
Si -0.0556 0.0331 -0.0106
Si 0.045 -0.0541 0.0077
Si -0.016 0.0644 -0.0317
Si 0.0385 -0.0865 0.0046
Si -0.0302 0.0229 -0.0242
Si 0.0204 0.0452 -0.0303
Si 0.0461 -0.0523 0.0089
Si -0.0842 -0.0222 -0.0141
Si 0.0866 -0.0253 -0.0007
Si 0.0504 0.0187 0.0324
Si -0.0429 0.0306 0.0141
Si -0.0539 0.0795 -0.0286
Si 0.0611 -0.0674 0.0301
Si -0.0568 0.0331 0.0234
Si 0.0308 -0.0412 0.0349
Si -0.0559 -0.0333 0.0248
Si -0.0658 0.1146 -0.0254
Si -0.0457 0.0948 -0.043
Si 0.1802 0.0392 -0.0131
Si -0.0376 -0.1928 -0.0029
Si 0.0052 0.0363 -0.0228
Si 0.0623 -0.0185 0.0132
Si 0.0283 0.0732 -0.0022
Si 0.0282 0.0171 -0.0042
Si -0.0718 -0.2004 -0.0187
Si -0.2408 0.2433 -0.3307
Si 0.0223 -0.0897 0.4429
Si 0.1411 -0.0844 -0.9648
Si -0.0446 0.2332 0.6721
Si -0.218 0.0468 0.2214
Si 0.2806 0.1349 -0.1943
Si -0.0519 0.0796 0.3771
Si -0.338 -0.1378 -0.3506
Si 0.0933 0.0203 0.0034
Si 0.034 -0.0353 0.0112
Si -0.0238 -0.0905 -0.0232
Si -0.0406 -0.0225 0.0019
Si -0.0542 0.013 -0.0142
Si -0.0134 0.0056 0.0144
Si 0.0447 0.0314 0.0277
Si -0.054 0.0488 -0.0229
Si -0.0214 -0.05 -0.0493
Si 0.005 0.0163 0.0107
Si -0.0014 0.1062 0.051
Si -0.0032 -0.0606 -0.0415
Si 0.01 0.0821 0.1754
Si 0.0249 -0.0019 0.0225
Si -0.017 -0.0525 0.0228
Si -0.0207 0.0436 -0.0204
Si 0.106 -0.0856 0.037
Si -0.1156 0.1172 -0.1696
Si -0.3446 -0.1796 -1.2283
Si 0.1167 -0.1836 0.0219
Si -0.0736 0.1839 -0.2134
Si 0.2461 -0.2167 -0.0054
Si 0.1527 -0.147 0.0612
Si -0.2622 0.1803 0.1286
O -0.1066 0.0424 -0.0531
O 0.2006 0.0128 0.6565
O -0.0042 -0.0393 0.0933
O 0.1562 -0.0981 -0.2587
O -0.1976 0.6123 0.1589
O -0.2665 -0.5301 0.1683
O -0.1114 0.0754 -0.0274
O -0.1106 0.0919 -0.106
O -0.1317 0.0808 0.1213
O 0.0049 -0.0885 0.3314
O 0.0723 -0.1302 0.0415
O 0.0299 -0.0778 0.2579
O -0.0709 0.1292 0.2605
O 0.0891 -0.0279 0.191
O -0.0938 0.0524 0.0806
O -0.0555 0.0861 0.2796
Si -0.0179 -0.0363 -0.2605
Si 0.0613 -0.0086 0.2376
Si 0.1283 0.1369 0.1336
Si 0.0276 -0.0764 -0.2734
Si 0.0312 0.0771 -0.2397
Si 0.1654 -0.0886 0.1618
Si -0.0367 -0.0423 -0.3005
Si -0.0239 -0.0426 0.2646
Si 0.0239 -0.0559 -0.0033
Si 0.0776 0.1022 0.3181
Si -0.0722 0.0496 0.1987
Si -0.0169 -0.1235 0.2954
Si 0.0034 0.0343 0.2817
Si 0.0026 -0.0143 0.3232
Si 0.0128 -0.0007 -0.1275
Si 0.0105 -0.0503 0.1778
Si -0.0153 0.0255 -0.1031
Si 0.008 -0.0038 -0.1386
Si 0.2911 -1.0193 0.8011
Si -0.02 -0.0198 0.2394
Si 0.0764 -0.0008 0.1707
Si 0.3294 0.037 0.6985
Si 0.0355 -0.0779 0.1997
Si -0.0251 0.0581 0.2965
Si -0.0833 0.0679 0.2855
Si 0.0031 -0.0205 0.1977
Si -0.0266 -0.0706 -0.1435
Si 0.0006 0.0405 -0.0186
Si -0.0575 -0.0167 -0.3112
Si -0.0379 -0.022 0.1585
Si -0.2887 0.068 0.5455
Si -0.0089 -0.0168 0.0047
Si 0.3678 1.2145 0.5353
Si 0.0121 -0.0233 0.1227
Si 0.0013 -0.0067 0.0882
Si 0.0077 0.0048 0.1138
O -0.0507 -0.0373 -0.0656
O -0.1836 -0.0274 -0.1484
O 0.0292 0.0105 -0.0307
O -0.027 0.034 -0.0654
O 0.0156 0.0009 0.0519
O 0.0072 0.0032 0.0707
O 0.0858 -0.1029 -0.1714
O 0.0159 0.0362 0.06
O 0.0046 0.0456 -0.0182
O 0.0281 0.0697 -0.1606
O 0.0299 0.0312 0.1373
O -0.0299 -0.0135 0.0707
O 0.0894 0.0824 0.1844
O 0.0311 -0.0398 0.1137
O 0.0088 0.0105 -0.1405
O -0.2995 -0.1155 -0.6083
O 0.0202 0.0501 0.134
O -0.0032 -0.0018 -0.1897
O -0.7927 -1.0631 0.3232
O -0.3199 0.0149 -0.554
O 0.0242 0.0656 -0.2967
O -0.0425 0.0317 -0.1179
O 0.0487 -0.0386 -0.1447
O -0.003 -0.0759 -0.1426
O -0.0245 -0.0088 -0.0959
O -0.0599 -0.1426 -0.1931
O -0.088 0.0645 0.1284
O 0.0068 0.0764 -0.3042
O -0.0489 0.0433 -0.1067
O -0.0185 -0.0327 0.1086
O -0.0353 0.0387 -0.125
O -0.0266 0.0473 -0.1199
O -0.0019 0.0293 0.0654
O 0.0006 -0.0211 -0.049
O -0.0056 -0.0276 -0.0826
O -0.0598 -0.0488 0.1375
O 0.0423 -0.0025 -0.1553
O -0.0036 -0.0855 0.1149
O 0.0054 0.0386 -0.1313
O 0.0376 -0.0208 -0.0322
O 0.057 -0.0601 0.0939
O -0.0125 0.0302 0.0661
O 0.0445 -0.0248 -0.1054
O 0.0088 0.0132 -0.0214
O -0.0367 0.0149 -0.0683
O 0.0065 -0.0236 -0.0738
O -0.0069 0.031 -0.1989
O -0.0125 0.037 -0.0359
O 0.0428 0.027 -0.0122
O 0.0394 -0.0321 -0.0891
O 0.0352 0.0475 -0.1009
O -0.0386 -0.0055 -0.0251
O 0.0405 0.0083 -0.0455
O -0.0277 0.069 0.0713
O 0.0131 -0.026 -0.008
O -0.0088 -0.0354 -0.0565
O 0.4335 0.3716 -0.5995
O 0.0142 0.0287 0.1009
O -0.0385 -0.0655 -0.1356
O -0.0297 -0.0207 -0.141
O -0.0586 0.0751 -0.0478
O -0.0251 0.0443 -0.1783
O 0.0164 -0.0068 -0.1177
O -0.0478 -0.0672 -0.1229
H 0.9397 0.5199 -0.3512

The program warned: the cutoff lies below the one the program advises for these potential files; the forces do not sum to zero within the program's tolerance; the exchange-correlation potential is rough where the density is thin.
